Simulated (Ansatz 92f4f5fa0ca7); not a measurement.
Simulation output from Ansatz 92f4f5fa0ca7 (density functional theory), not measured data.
Periodic cell of 243 atoms, Si148O89H6, from a study of silicon, its oxide and their interface. The atomic structure is a simulated model.
Doubt: the cutoff is far below the 930 eV that the study's wrapper takes by default for these files, so forces and energies are approximate.
This geometry differs little from another in the collection (a relaxation step or a small displacement).

Settings
functional: PBE
potential files: Ansatz PAW
basis: plane waves
wave-function cutoff: 580 eV
density cutoff ratio: 5
exchange-correlation grid ratio: 1
k mesh: 1 x 1 x 1, Gamma-centred
self-consistency stop: 5e-08 eV per atom in the density residual
occupations: fixed
spin: none
net charge: 0

Cell vectors (angstrom)
a	11.6015	0	0
b	0	10.938	0
c	0	0	33.0945

Atoms: element, x, y, z (angstrom)
Si	-0.096	0.0251	24.6834
Si	3.7868	0.1566	24.2702
Si	7.8172	-0.0567	24.4602
Si	1.7141	1.4528	24.2239
Si	5.8383	1.3291	24.2908
Si	9.6052	1.363	24.8893
Si	0.2557	5.6545	24.3594
Si	3.9877	5.5114	24.3731
Si	8.0172	5.429	24.4062
Si	2.1627	7.0193	24.3264
Si	6.0004	6.7224	24.3177
Si	9.8352	6.8887	24.458
Si	1.9518	2.7604	26.234
Si	5.8638	2.7013	26.2698
Si	9.7349	2.9034	26.5652
Si	0.093	4.2156	26.3031
Si	3.9194	4.0887	26.2743
Si	7.7625	4.1299	26.366
Si	2.0549	8.2777	26.3263
Si	5.8352	8.1558	26.2535
Si	9.7574	8.2074	26.4131
Si	0.089	9.5476	26.5004
Si	3.9408	9.6727	26.2444
Si	7.7614	9.4901	26.3536
Si	0.0702	0.0463	28.3334
Si	3.9241	0.0136	28.2411
Si	7.7644	-0.0015	28.2474
Si	1.9949	1.4017	28.2171
Si	5.8439	1.3817	28.2458
Si	9.7137	1.3531	28.3256
Si	0.0562	5.5102	28.2718
Si	3.8927	5.4341	28.2412
Si	7.7144	5.5054	28.2756
Si	2.0012	6.8504	28.2395
Si	5.779	6.8549	28.2441
Si	9.6856	6.8096	28.294
Si	1.9336	2.7345	30.1952
Si	5.8008	2.7345	30.1952
Si	9.6679	2.7345	30.1952
Si	0	4.1018	30.1952
Si	3.8672	4.1018	30.1952
Si	7.7343	4.1018	30.1952
Si	1.9336	8.2035	30.1952
Si	5.8008	8.2035	30.1952
Si	9.6679	8.2035	30.1952
Si	0	9.5708	30.1952
Si	3.8672	9.5708	30.1952
Si	7.7343	9.5708	30.1952
Si	0	0	32.1288
Si	3.8672	0	32.1288
Si	7.7343	0	32.1288
Si	1.9336	1.3673	32.1288
Si	5.8008	1.3673	32.1288
Si	9.6679	1.3673	32.1288
Si	0	5.469	32.1288
Si	3.8672	5.469	32.1288
Si	7.7343	5.469	32.1288
Si	1.9336	6.8362	32.1288
Si	5.8008	6.8362	32.1288
Si	9.6679	6.8362	32.1288
Si	1.9336	2.7345	0.9679
Si	5.8008	2.7345	0.9679
Si	9.6679	2.7345	0.9679
Si	0	4.1018	0.9679
Si	3.8672	4.1018	0.9679
Si	7.7343	4.1018	0.9679
Si	1.9336	8.2035	0.9679
Si	5.8008	8.2035	0.9679
Si	9.6679	8.2035	0.9679
Si	0	9.5708	0.9679
Si	3.8672	9.5708	0.9679
Si	7.7343	9.5708	0.9679
Si	-0.0369	-0.0093	2.9015
Si	3.8224	-0.0067	2.915
Si	7.7049	-0.0314	2.9554
Si	1.8849	1.3586	2.897
Si	5.7699	1.3306	2.8549
Si	9.6294	1.3583	2.9311
Si	-0.0467	5.4518	2.8891
Si	3.8191	5.4851	2.8863
Si	7.7022	5.4556	2.8931
Si	1.878	6.8276	2.9057
Si	5.7713	6.8167	2.8874
Si	9.6374	6.8177	2.9019
Si	1.8547	2.7277	4.8289
Si	5.7068	2.7338	4.724
Si	9.5738	2.6973	4.8985
Si	-0.0915	4.1179	4.839
Si	3.7772	4.0873	4.7849
Si	7.6706	4.0927	4.8177
Si	1.8846	8.1697	4.862
Si	5.7477	8.1337	4.8405
Si	9.6659	8.1836	4.8375
Si	-0.0338	9.586	4.8449
Si	3.828	9.5008	4.8202
Si	7.7136	9.4768	4.8971
Si	-0.1142	0.0625	6.7577
Si	3.7419	-0.1746	6.8128
Si	7.5412	-0.1457	6.8717
Si	1.8874	1.2882	6.7254
Si	5.6976	1.1947	6.5051
Si	9.5141	1.3786	6.9307
Si	-0.1072	5.5593	6.7603
Si	3.7659	5.3334	6.7896
Si	7.6711	5.5172	6.711
Si	1.9018	6.8134	6.8412
Si	5.6836	6.7281	6.7486
Si	9.571	6.9658	6.8625
H	7.6215	4.5821	7.8639
H	5.7016	7.6105	7.9562
H	11.6096	10.0933	7.9359
O	6.0881	2.1933	7.7807
O	1.9509	7.7797	8.2178
O	9.4922	8.0866	8.1378
O	11.4898	4.4029	7.9665
O	6.907	10.0503	8.2918
O	3.7057	9.8013	8.2094
O	2.0152	2.1834	8.1255
O	3.7527	4.2469	8.0625
O	9.592	2.4763	8.2123
H	3.8363	4.6494	23.1553
H	3.8777	10.1649	23.1016
H	5.9865	7.6229	23.1156
O	2.2521	7.9044	22.8965
O	9.6558	7.8148	23.082
O	11.14	10.0114	23.3647
O	8.4445	4.5109	23.0686
O	9.6094	2.1315	23.4284
O	8.4158	10.1637	23.0408
O	5.8802	2.3594	22.9806
O	1.2047	2.3107	22.859
O	12.1686	4.8611	22.926
Si	10.3978	3.6975	8.9486
Si	7.9495	4.5608	13.1585
Si	6.1908	4.7498	10.9029
Si	1.5161	11.3394	15.5945
Si	6.3594	8.9023	15.487
Si	0.6528	9.3381	11.1321
Si	6.8489	-1.4811	18.3871
Si	-0.8731	3.5345	16.9605
Si	4.3868	7.5179	19.1909
Si	6.3778	2.8335	21.5058
Si	1.2706	2.7617	19.2159
Si	9.1269	3.2095	22.3439
Si	9.6429	8.6018	9.6921
Si	3.7503	9.3981	14.6254
Si	10.0661	2.7375	14.225
Si	16.8213	0.9334	19.2292
Si	1.2119	6.4846	12.4309
Si	0.4786	14.466	22.0028
Si	2.1245	8.3483	21.3344
Si	3.422	2.3766	17.2544
Si	12.4021	9.3376	17.6252
Si	5.7722	8.9474	12.5697
Si	2.6649	7.3071	16.5105
Si	-2.7711	5.8185	10.6745
Si	3.4534	15.5829	15.3341
Si	0.6558	4.7469	14.6598
Si	7.895	4.92	17.6498
Si	6.2727	16.7266	15.2281
Si	0.2806	12.0811	12.855
Si	0.9051	3.6057	11.0805
Si	5.8536	2.1514	9.3766
Si	13.9581	-0.1312	19.8175
Si	6.3522	5.3493	20.0636
Si	4.1634	6.7988	11.3261
Si	7.1011	10.3288	9.9226
Si	14.6768	3.0743	8.9823
Si	2.9091	8.7241	9.1581
Si	8.436	7.2388	19.3629
Si	9.8153	9.3836	22.6514
Si	-0.6581	8.3584	20.086
O	-1.0928	3.4429	21.5172
O	7.4199	6.5395	20.45
O	3.9214	7.7436	10.0063
O	3.9596	11.0637	19.8742
O	0.4328	10.6295	12.12
O	5.5877	-2.3642	18.9194
O	0.7404	7.7532	20.6867
O	12.0593	10.458	16.48
O	5.6223	12.9684	20.335
O	1.9992	9.9861	21.1896
O	2.6832	16.6403	16.3135
O	10.1802	9.4253	21.064
O	0.6845	5.1536	11.6153
O	3.5908	18.4933	17.799
O	2.077	-1.0646	18.5021
O	6.7066	11.9074	10.1219
O	-1.3087	12.4578	13.1399
O	8.2408	6.5012	17.9141
O	4.7141	12.5348	17.8362
O	1.4228	12.1382	19.7072
O	7.2246	9.4301	16.7694
O	1.1048	2.3253	12.0812
O	-3.6117	2.605	21.3445
O	9.3059	4.1447	17.4687
O	9.0913	5.1223	12.1288
O	0.7399	6.253	13.9957
O	3.4392	7.8654	20.4794
O	11.5547	2.9283	18.2395
O	12.2103	7.9308	11.9721
O	11.1563	3.8916	13.8154
O	6.6121	4.0964	12.3438
O	4.9984	6.0286	19.4677
O	12.8042	-3.0004	16.8745
O	6.5312	10.973	18.8786
O	7.2137	5.9544	10.4689
O	6.4342	14.5094	9.8443
O	4.0277	3.3777	16.1516
O	8.6415	9.8252	10.1232
O	2.8303	6.6102	12.2359
O	2.6306	3.1999	18.4231
O	2.316	12.3235	16.5958
O	0.8227	12.1425	14.3919
O	6.0996	18.2519	15.7503
O	4.9759	9.7657	15.6376
O	11.1607	9.1025	18.6406
O	3.2106	7.9281	15.0937
O	5.4015	-3.5485	12.2299
O	1.2388	3.6822	20.5633
O	6.808	9.0682	13.878
O	4.3168	9.5364	13.0917
O	4.6733	5.3159	10.8633
O	-1.6326	7.0682	19.8717
O	9.4169	15.8304	9.4755
O	6.8405	4.8166	16.4131
O	4.8113	16.2123	14.6646
O	4.2346	2.091	9.6283
O	2.2537	3.7503	10.1953
O	8.1385	8.8317	19.1621
O	7.0814	4.3701	18.9605
O	2.0388	9.529	10.2888
O	-3.0478	3.3202	14.0177
O	5.9882	4.4222	21.3497
O	6.2752	9.6135	11.1638
O	13.7894	4.1383	14.409
O	11.099	9.2407	9.9952
O	7.4512	16.727	14.1042
O	0.0873	4.6599	16.2084
O	10.3057	2.4059	15.825
O	2.545	10.4148	14.7779
O	11.1977	3.1222	10.2323
O	9.4501	7.3105	10.6681

Results
free energy: -144793.941 eV
free energy less fixed offsets of H -15.97, O -568.88, Si -635.61 eV per atom: 2.479 eV

Forces (eV/angstrom), in the order of the atoms: element, x, y, z
Si	-0.0105	-0.0106	-0.0011
Si	0.0041	-0.0025	-0.0036
Si	-0.0045	-0.0054	-0.0081
Si	-0.0059	0.0059	-0.0088
Si	-0.0045	0.0035	-0.0011
Si	0.005	0.019	-0.0279
Si	0.001	-0.0024	-0.0043
Si	-0.0006	-0.0051	-0.0063
Si	0.0034	-0.0021	-0.0011
Si	-0.0011	0.003	-0.0071
Si	0.0006	0.0034	-0.005
Si	-0.0013	0.0045	-0.0075
Si	-0.0038	0.0022	0.0037
Si	0.0006	0.0003	0.001
Si	-0.0034	0.0047	0.0035
Si	0.0022	-0.0035	0.0007
Si	0.0012	-0.0009	-0.0003
Si	0.001	-0.0013	0.0019
Si	0.001	0.0043	0.0028
Si	0.0031	0.0029	-0.0007
Si	-0.0031	0.0058	0.0023
Si	0.0044	-0.0033	-0.0007
Si	-0.0032	-0.0023	0.0017
Si	0.0092	-0.0009	0.0029
Si	0.0013	0.0022	-0.0046
Si	0.0006	0.0038	-0.0062
Si	0.0026	0.0007	-0.0052
Si	-0.0018	-0.0028	-0.005
Si	-0.0014	-0.0017	-0.0057
Si	-0.0019	-0.0031	-0.0037
Si	-0.0035	0.0014	-0.0043
Si	-0.0038	0.0015	-0.0021
Si	-0.0005	0.0032	-0.0033
Si	0.0015	-0.0034	-0.0061
Si	0.0013	-0.0011	-0.0058
Si	0.0021	-0.0039	-0.0061
Si	0.1181	0.0676	-0.1521
Si	0.0663	0.0148	-0.0623
Si	-0.0275	0.0718	0.3686
Si	0.111	0.0231	-0.125
Si	-0.0042	-0.0527	0.0012
Si	-0.0798	0.0387	-0.0332
Si	0.1127	0.0537	-0.1072
Si	-0.0839	0.0597	-0.0925
Si	-0.0072	0.0505	0.06
Si	0.0983	-0.016	0.282
Si	0.0328	0.0704	-0.0891
Si	0.0169	-0.0207	-0.0611
Si	-0.0055	-0.0347	0.0499
Si	-0.0072	0.0934	-0.0312
Si	-0.0102	0.1124	0.0233
Si	-0.0045	-0.1032	-0.0227
Si	-0.0131	-0.0045	-0.0445
Si	0.0065	0.0225	0.0858
Si	-0.0128	0.0305	-0.0038
Si	0.021	0.0441	-0.0365
Si	0.0089	0.0208	-0.0188
Si	0.005	-0.0885	-0.0039
Si	-0.0053	-0.0497	-0.014
Si	0.0033	-0.0259	0.0391
Si	-0.0231	0.0191	-0.0294
Si	0.0097	-0.0421	-0.1972
Si	-0.0651	-0.1082	0.1814
Si	-0.0218	-0.1038	-0.0967
Si	-0.0733	-0.0352	-0.005
Si	0.0204	-0.0609	-0.0691
Si	-0.0817	0.0276	0.0572
Si	-0.01	0.0272	0.0006
Si	-0.015	-0.0156	0.0632
Si	-0.0533	-0.004	-0.0105
Si	-0.0558	-0.0531	0.0695
Si	0.0056	-0.0452	0.2248
Si	0.0002	0.0035	0.0015
Si	-0.0005	0.0014	0.0044
Si	0.0004	0.0034	0.0071
Si	-0.0013	-0.0024	0.003
Si	0.0006	-0.0035	0.0015
Si	0.0016	-0.0029	0.0047
Si	0.0031	0.001	0.0015
Si	0.0001	0.0013	0.0058
Si	0.0001	0.0051	-0.0008
Si	-0.0023	-0.0006	0.0061
Si	0.0005	-0.0038	0.0015
Si	-0.0026	-0.0031	0.0046
Si	0.0021	0.0067	-0.0037
Si	0.0011	0.0036	0.0001
Si	-0.0014	0.0046	-0.0038
Si	-0.0029	-0.004	-0.0039
Si	-0.0062	-0.0021	-0.004
Si	0.0015	-0.0067	-0.0003
Si	-0.002	-0.0007	-0.005
Si	0.0009	0.0043	0.001
Si	0.0038	0.0036	-0.0028
Si	0.0026	-0.0045	-0.0007
Si	0.0033	-0.0001	-0.0034
Si	0.0025	-0.0048	-0.0074
Si	-0.0025	-0.0061	0.0056
Si	0.0002	-0.0121	-0.0001
Si	-0.0101	-0.0078	0.0083
Si	0.0002	0.0089	0.0031
Si	0.0017	0.0094	0.0054
Si	0.0051	0.0087	-0.0012
Si	0.0032	-0.0087	-0.0013
Si	0.0008	-0.0065	-0.0017
Si	-0.0034	-0.0073	-0.0017
Si	-0.0015	0.0103	0.0018
Si	-0.0015	0.0074	0.0051
Si	0.0026	0.012	0.0044
H	-0.0006	0.0007	-0.0002
H	0	-0.0013	-0.0025
H	0.0003	0.0024	-0.0032
O	0.0058	-0.0038	-0.0112
O	-0.0004	-0.0041	-0.0052
O	0.0008	-0.0024	-0.0035
O	-0.0015	0.0011	-0.0003
O	0.0044	0.0058	-0.005
O	0.0006	0.0043	-0.0045
O	-0.0027	-0.0035	-0.0036
O	0.0001	0.0023	-0.0005
O	-0.0032	-0.006	-0.0045
H	0.0002	0.0025	0.002
H	0.0003	0.0006	-0.0002
H	-0.0008	-0.0003	0.0001
O	0.0002	-0.002	0
O	0.0001	-0.0019	0.0017
O	0.0013	-0.0012	-0.0045
O	0.0018	-0.0034	-0.0053
O	0.0051	0	0.0123
O	-0.0012	0.0033	0.0006
O	0.0034	-0.001	-0.008
O	0.0045	-0.0052	0.0032
O	0	0.0017	-0.0019
Si	0.0052	0.0015	0.007
Si	0.0006	-0.002	0.004
Si	0.0014	-0.0019	0.0018
Si	0.002	-0.0005	-0.0039
Si	-0.0003	0.0007	-0.0022
Si	0.003	0.0014	0.0028
Si	-0.0002	0.0003	-0.0048
Si	0.0007	-0.001	-0.0042
Si	-0.0029	0.0008	-0.0025
Si	0.0033	-0.0031	0.0022
Si	-0.002	0.0016	-0.0013
Si	0.004	-0.0094	-0.0004
Si	0.0005	-0.0006	0.002
Si	-0.0006	0.0013	0
Si	0.0014	-0.001	0.0012
Si	-0.0015	0.0005	-0.0021
Si	0.0001	-0.0015	0.0033
Si	-0.004	0.0014	-0.0016
Si	0.0024	-0.001	0.0029
Si	0.001	0.0002	-0.0038
Si	0.0009	-0.0005	-0.005
Si	0.0015	0.0016	0.0035
Si	-0.0001	-0.0016	-0.0042
Si	-0.0006	-0.0012	0.0019
Si	0.0011	0.0019	-0.0017
Si	-0.0005	-0.0017	0.001
Si	0.0003	-0.0021	-0.0037
Si	-0.0023	0.0004	-0.0018
Si	-0.0004	0.0043	0.0034
Si	0.003	0.0002	0.0009
Si	-0.0044	-0.0034	0.0048
Si	0.0004	-0.0013	-0.0009
Si	0.0001	-0.0008	-0.0015
Si	0.0009	0.0006	0.0009
Si	-0.0011	-0.0003	0.0027
Si	-0.0003	0.0001	0.0055
Si	0.0004	0.001	0.0058
Si	-0.0017	-0.0005	-0.0025
Si	0.0023	-0.001	0.0001
Si	0.0031	0.001	0.0001
O	-0.0057	-0.0025	0.0021
O	0.0004	0.001	-0.0022
O	0.0008	-0.0014	-0.0011
O	0.0011	0.0016	-0.0022
O	0.0004	-0.0033	-0.004
O	0.002	0.0009	-0.0004
O	-0.0026	0.0001	-0.0041
O	0.0012	-0.0008	-0.0004
O	0.0014	0.0014	0.0002
O	0	-0.0006	-0.0029
O	0.0009	0.0011	-0.0009
O	-0.0012	0.0009	-0.0007
O	-0.0001	0.001	-0.0016
O	0.0006	0	-0.0006
O	-0.0004	0.0007	0
O	0.002	-0.0009	-0.0007
O	0.0005	-0.0004	-0.0036
O	-0.0003	0.0013	0
O	0.0002	-0.0007	0.0007
O	0.0001	0	-0.0021
O	0.0004	0.0003	0.0023
O	0.0001	-0.0008	-0.0012
O	-0.0031	0.0024	0.0046
O	-0.0009	0.001	-0.0004
O	0.0018	-0.0003	-0.0013
O	0.0008	0.0026	-0.0037
O	0	0	-0.0023
O	0.0012	-0.0001	-0.0002
O	-0.0005	0.0013	-0.0025
O	-0.0005	-0.0002	-0.0027
O	-0.0012	0.0005	-0.003
O	0.0014	-0.0011	-0.0009
O	0.0003	0.0009	-0.0003
O	0.0015	0	0
O	0.0005	0.0014	-0.0009
O	0.003	0.007	-0.0001
O	-0.0005	-0.0009	-0.0001
O	0.0015	-0.0002	-0.0036
O	0.0007	0.0006	-0.0017
O	0.0009	-0.0009	-0.0014
O	0.0001	-0.0002	-0.0003
O	0.0001	-0.0015	-0.0019
O	0.0006	-0.0004	-0.0007
O	0.0005	0.0007	-0.0011
O	-0.0005	-0.0005	-0.0006
O	-0.0013	-0.0008	0.0004
O	-0.0005	-0.0013	-0.0039
O	-0.0008	0.0005	-0.001
O	-0.0004	-0.0009	-0.0024
O	-0.0002	0.0007	-0.0027
O	-0.0003	0.0017	-0.0032
O	0.0005	-0.0014	-0.0012
O	0.0008	-0.0015	-0.0041
O	0.0011	0.0006	0.0002
O	0.0011	-0.0004	-0.0008
O	-0.0001	-0.0019	-0.0001
O	-0.0014	0.0009	-0.0009
O	0.0007	0.0009	0.0002
O	-0.001	0.0009	-0.0006
O	-0.0008	-0.0007	-0.0014
O	-0.001	0.0023	-0.0026
O	0.0001	-0.0014	-0.0018
O	0.0002	-0.0007	-0.0038
O	0.0001	-0.0006	-0.0021
O	-0.0008	-0.0005	-0.0023
O	0.0007	0.0007	-0.0017
O	0.0003	0.0002	0.0002
O	0.0005	0.0013	-0.0013
O	-0.0014	0.0025	0.0013
O	-0.003	0.0001	-0.0042
O	0.0007	0.0045	-0.0012

The program warned: the cutoff lies below the one the program advises for these potential files; the exchange-correlation potential is rough where the density is thin.
